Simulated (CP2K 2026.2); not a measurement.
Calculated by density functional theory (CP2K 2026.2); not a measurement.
Periodic cell of 570 atoms, Si324O234N12, from a study of silicon, its oxide and their interface. The atomic structure is a simulated model.
Doubt: the forces sum to 2.90 eV/angstrom along one axis rather than to zero, so they err by at least 0.0051 eV/angstrom per atom on average; the grid cutoff is modest.

Settings: functional PBE; method Gaussian and plane waves; basis set DZVP-MOLOPT-SR-GTH; pseudopotentials GTH-PBE; grid cutoff 350 Ry, relative cutoff 50 Ry; k points Gamma only; occupations fixed; spin none; net charge 0.

Cell vectors (angstrom)
a 16.3356 0 0
b 0 16.3356 0
c 5.5264 2.5828 35.458

Atoms: element, x, y, z (angstrom)
Si 6.722 17.92 35.161
Si 9.58 4.219 35.356
Si 1.735 3.749 0.042
Si 3.877 6.986 0.206
Si 1.599 9.123 0.154
Si 9.874 14.605 35.345
Si 6.956 14.823 0.112
Si 9.343 1.659 0.217
Si 7.119 3.82 0.01
Si 15.224 9.163 35.424
Si 6.428 9.705 0.175
Si 9.15 12.574 0.201
Si 12.212 14.667 0.113
Si 15.14 1.018 0.109
Si 11.877 4.355 0.133
Si 14.931 6.989 0.536
Si 18.187 11.692 35.363
Si 20.138 15.127 35.449
Si 2.785 16.367 1.154
Si 5.518 2.736 1.355
Si 2.73 5.373 1.434
Si 5.333 8.203 1.553
Si 2.727 10.889 1.236
Si 5.399 13.586 1.332
Si 8.143 16.372 1.415
Si 10.813 2.841 1.55
Si 8.164 5.452 1.349
Si 10.9 8.169 1.221
Si 8.082 10.867 1.365
Si 10.786 13.56 1.573
Si 13.478 16.287 1.343
Si 16.387 2.635 1.321
Si 13.553 5.385 1.475
Si 16.436 8.22 1.717
Si 13.58 10.863 1.277
Si 16.401 13.65 1.074
Si 1.433 1.308 2.671
Si 4.15 4.068 2.75
Si 1.401 6.7 2.88
Si 3.984 9.595 2.811
Si 1.345 12.287 2.554
Si 4.032 14.978 2.622
Si 6.77 1.351 2.772
Si 9.454 4.176 2.865
Si 6.8 6.804 2.724
Si 9.54 9.517 2.638
Si 6.762 12.258 2.747
Si 9.499 15.042 2.819
Si 12.238 1.389 2.734
Si 14.997 3.998 2.71
Si 12.207 6.843 2.746
Si 14.961 9.647 2.804
Si 12.217 12.14 2.751
Si 14.973 14.915 2.597
Si 16.345 16.285 4
Si 2.754 2.683 4.071
Si 16.312 5.361 4.135
Si 2.713 8.158 4.165
Si 16.354 11 4.07
Si 2.681 13.623 3.997
Si 5.385 16.312 4.067
Si 8.121 2.728 4.139
Si 5.466 5.447 4.112
Si 8.185 8.168 4.05
Si 5.408 10.919 4.127
Si 8.127 13.628 4.107
Si 10.895 16.383 4.122
Si 13.64 2.684 4.096
Si 10.869 5.517 4.157
Si 13.599 8.197 4.094
Si 10.857 10.827 4.104
Si 13.636 13.566 4.017
Si 17.703 14.965 10.939
Si 4.101 1.378 10.941
Si 17.717 4.088 10.939
Si 4.038 6.789 10.992
Si 17.697 9.487 10.918
Si 4.074 12.226 10.842
Si 6.882 15.034 10.824
Si 9.592 1.398 10.906
Si 6.843 4.094 10.91
Si 9.548 6.804 10.843
Si 6.747 9.503 10.815
Si 9.49 12.259 10.809
Si 12.273 15.056 10.836
Si 15.003 1.369 10.989
Si 12.218 4.009 10.889
Si 14.992 6.769 10.857
Si 12.29 9.565 10.786
Si 15.016 12.252 10.878
Si 2.739 16.329 12.288
Si 5.466 2.768 12.285
Si 2.66 5.428 12.406
Si 5.441 8.188 12.273
Si 2.733 10.878 12.258
Si 5.513 13.619 12.059
Si 8.242 16.383 12.244
Si 10.903 2.716 12.389
Si 8.276 5.419 12.253
Si 10.909 8.235 12.102
Si 8.115 10.847 12.127
Si 10.84 13.698 12.078
Si 13.609 16.335 12.324
Si 16.417 2.737 12.344
Si 13.585 5.395 12.147
Si 16.34 8.076 12.279
Si 13.637 10.885 12.182
Si 16.378 13.562 12.296
Si 17.779 1.341 13.759
Si 4.09 4.095 13.727
Si 17.605 6.738 13.843
Si 4.067 9.518 13.665
Si 17.762 12.245 13.695
Si 4.232 14.933 13.46
Si 6.954 1.472 13.589
Si 9.655 4.176 13.797
Si 6.875 6.802 13.513
Si 9.51 9.525 13.464
Si 6.766 12.237 13.436
Si 9.539 14.965 13.6
Si 12.245 1.343 13.786
Si 14.931 4.113 13.567
Si 12.272 6.867 13.393
Si 14.988 9.516 13.55
Si 12.198 12.316 13.339
Si 14.98 14.881 13.626
Si 16.119 16.47 14.916
Si 3.174 2.363 15.071
Si 15.796 5.686 15.084
Si 2.499 8.369 15.035
Si 16.6 10.559 14.883
Si 3.113 13.446 14.86
Si 5.455 16.476 14.736
Si 7.926 3.131 15.012
Si 5.685 5.357 14.904
Si 8.467 7.914 14.802
Si 5.242 11.176 14.857
Si 8.305 13.339 14.781
Si 11.181 15.946 14.996
Si 13.955 2.495 14.959
Si 10.88 5.902 14.976
Si 13.697 8.021 14.804
Si 10.596 11.236 14.592
Si 13.35 13.671 14.831
Si 8.362 13.028 25.583
Si 7.167 9.975 21.875
Si 16.666 2.344 19.463
Si 8.626 10.838 29.096
Si 8.23 17.766 32.275
Si 11.416 12.062 28.959
Si 9.463 9.872 18.411
Si 10.35 2.4 24.16
Si 11.318 14.231 25.482
Si 9.707 5.327 19.4
Si 8.384 3.851 30.383
Si 7.171 11.445 19.141
Si 5.573 12.944 24.488
Si 16.356 14.878 17.591
Si 3.116 1.689 18.017
Si 8.037 5.869 23.211
Si 10.074 17.587 19.85
Si 7.03 15.622 30.337
Si 10.665 4.619 22.107
Si 11.42 9.311 25.424
Si 7.572 7.021 20.623
Si 12.633 17.368 21.076
Si 5.179 13.506 18.928
Si 12.399 5.962 17.832
Si 17.568 16.963 23.488
Si 11.056 2.561 33.132
Si 4.473 7.247 17.184
Si 8.316 3.055 18.055
Si 18.314 4.385 29.048
Si 4.141 10.125 22.312
Si 2.81 14.922 17.592
Si 5.604 2.834 19.671
Si 13.094 2.597 25.424
Si 14.554 6.859 26.957
Si 6.223 1.694 22.664
Si 18.716 17.869 29.048
Si 15.185 14.948 30.795
Si 9.872 15.606 17.715
Si 19.156 14.639 32.763
Si 19.419 5.665 33.844
Si 8.668 7.712 28.557
Si 16.011 12.639 29.445
Si 8.424 10.129 24.615
Si 11.823 9.587 16.873
Si 4.161 12.851 21.658
Si 20.199 5.94 30.82
Si 13.664 10.8 19.175
Si 15.174 9.583 26.329
Si 15.089 12.241 16.948
Si 10.771 9.291 21.207
Si 9.754 12.765 18.701
Si 14.802 4.052 17.426
Si 16.391 15.757 33.408
Si 13.324 8.055 19.744
Si 14.946 14.851 27.951
Si 8.818 16.61 22.442
Si 17.685 6.347 26.671
Si 5.26 17.408 28.574
Si 20.401 15.802 30.491
Si 18.642 10.972 29.647
Si 18.841 5.18 23.97
Si 12.319 15.496 30.968
Si 3.968 10.424 25.172
Si 7.029 15.045 17.061
Si 9.841 6.456 31.066
Si 7.65 3.538 24.884
Si 19.579 16.919 26.54
Si 19.058 11.789 32.46
Si 15.949 18.715 33.478
Si 13.24 10.444 33.352
Si 7.815 12.9 31.03
Si 13.52 6.007 21.889
Si 5.839 8.922 31.48
Si 5.904 6.72 27.667
Si 17.26 3.226 22.411
Si 13.843 7.865 24.398
Si 14.882 16.095 19.857
Si 18.219 14.146 23.18
Si 19.809 2.376 23.987
Si 6.473 3.782 27.817
Si 18.222 9.401 27.116
Si 9.402 15.102 32.295
Si 5.016 5.976 19.788
Si 15.597 15.297 22.603
Si 19.565 14.091 25.706
Si 12.881 11.7 26.413
Si 13.612 18.36 31.637
Si 5.953 8.179 24.987
Si 11.409 3.962 30.521
Si 20.192 8.465 29.266
Si 20.271 13.339 28.511
Si 11.617 12.172 21.108
Si 11.152 8.197 33.351
Si 6.737 9.402 16.99
Si 5.821 11.6 32.804
Si 7.083 13.258 28.263
Si 15.2 16.496 25.245
Si 9.833 7.821 23.845
Si 6.982 6.47 30.46
Si 21.548 7.706 33.979
Si 12.634 4.742 27.741
Si 11.858 14.829 28.172
Si 4.27 7.24 22.567
Si 16.413 2.72 30.598
Si 10.712 6.901 26.482
Si 13.49 12.473 30.972
Si 14.283 3.226 22.759
Si 11.231 14.898 22.597
Si 1.349 14.961 5.417
Si 4.074 1.343 5.472
Si 1.379 4.023 5.462
Si 4.107 6.803 5.474
Si 1.324 9.555 5.434
Si 4.033 12.29 5.43
Si 6.76 14.981 5.448
Si 9.526 1.39 5.472
Si 6.78 4.083 5.494
Si 9.499 6.844 5.501
Si 6.805 9.529 5.421
Si 9.515 12.25 5.432
Si 12.289 14.967 5.385
Si 15.016 1.314 5.417
Si 12.266 4.093 5.423
Si 14.964 6.793 5.436
Si 12.235 9.511 5.482
Si 14.987 12.297 5.458
Si 2.699 16.324 6.817
Si 5.428 2.722 6.84
Si 2.733 5.423 6.811
Si 5.461 8.164 6.809
Si 2.699 10.897 6.795
Si 5.394 13.636 6.805
Si 8.15 16.347 6.795
Si 10.909 2.75 6.803
Si 8.144 5.446 6.833
Si 10.884 8.166 6.855
Si 8.155 10.892 6.792
Si 10.916 13.628 6.755
Si 13.641 16.311 6.779
Si 16.351 2.67 6.823
Si 13.625 5.426 6.808
Si 16.329 8.164 6.792
Si 13.623 10.903 6.794
Si 16.342 13.634 6.827
Si 1.364 1.344 8.223
Si 4.083 4.086 8.213
Si 1.369 6.796 8.158
Si 4.059 9.509 8.139
Si 1.355 12.248 8.176
Si 4.068 14.989 8.195
Si 6.814 1.373 8.179
Si 9.529 4.086 8.166
Si 6.777 6.796 8.189
Si 9.514 9.542 8.174
Si 6.774 12.263 8.126
Si 9.556 14.997 8.119
Si 12.296 1.375 8.123
Si 14.989 4.053 8.173
Si 12.264 6.775 8.172
Si 14.982 9.528 8.149
Si 12.272 12.289 8.141
Si 14.995 14.996 8.188
Si 16.332 16.334 9.597
Si 2.736 2.724 9.575
Si 16.363 5.416 9.521
Si 2.726 8.143 9.547
Si 16.35 10.862 9.534
Si 2.703 13.615 9.539
Si 5.444 16.37 9.538
Si 8.184 2.725 9.546
Si 5.43 5.456 9.596
Si 8.152 8.149 9.51
Si 5.414 10.881 9.467
Si 8.172 13.635 9.443
Si 10.916 16.391 9.477
Si 13.641 2.686 9.556
Si 10.899 5.415 9.525
Si 13.641 8.149 9.495
Si 10.897 10.93 9.477
Si 13.637 13.633 9.534
O 2.579 14.408 16.069
O 12.317 14.823 15.349
O 9.602 17.414 23.616
O 17.716 9.496 15.44
O 8.424 11.45 30.596
O 14.75 6.914 15.418
O 12.867 7.46 18.299
O 16.716 16.993 24.891
O 6.1 10.604 16.117
O 3.002 2.63 16.681
O 9.609 15.168 22.392
O 6.762 4.224 15.378
O 6.229 14.585 18.374
O 10.12 14.002 17.737
O 16.081 6.422 26.715
O 9.241 3.249 24.979
O 3.152 7.809 16.43
O 19.702 10.529 23.672
O 9.44 12.234 15.185
O 5.726 11.995 18.651
O 13.578 16.268 35.183
O 3.883 11.295 21.228
N 13.58 14.244 31.093
O 15.867 3.567 34.564
O 15.895 4.874 16.518
O 7.751 8.505 16.128
O 14.777 2.45 30.523
O 18.022 11.843 33.724
O 19.129 13.293 31.88
O 20.296 14.527 33.92
O 12.511 8.787 24.322
O 11.892 17.999 34.17
O 12.77 8.59 16.021
O 15.009 1.283 15.173
O 14.301 4.596 21.903
O 5.498 8.471 17.463
O 19.477 6.563 23.479
O 10.176 11.085 28.724
N 9.865 9.243 24.761
N 16.73 17.317 34.11
O 10.169 8.947 34.38
O 11.3 15.292 26.728
O 9.631 6.897 15.349
O 14.524 9.73 34.052
N 8.333 5.501 31.004
O 7.642 3.894 28.938
O 9.485 2.211 18.737
O 12.033 16.099 21.872
O 16.499 15.979 16.422
O 4.776 14.129 25.227
O 10.969 13.431 34.977
O 5.731 10.032 22.604
O 8.388 2.65 16.496
O 14.846 15.136 21.189
O 13.773 5.284 35.004
O 15.818 13.482 28.066
O 14.142 17.696 25.536
O 5.578 5.126 27.688
O 6.882 2.699 18.693
O 20.006 14.623 29.445
O 3.32 16.454 17.64
O 12.293 4.056 29.17
O 5.498 5.829 30.7
O 9.926 3.394 30.156
O 12.472 11.324 34.45
O 15.657 3.23 18.535
O 11.948 5.6 22.008
O 5.566 15.53 31.07
O 15.08 8.854 24.846
O 8.414 5.306 34.94
O 5.1 11.592 25.289
O 4.739 16.753 27.176
O 11.366 5.578 27.138
O 18.833 3.011 28.395
O 11.473 10.749 15.84
O 11.422 1.887 20.459
O 11.995 12.08 30.463
O 4.354 2.053 19
O 7.046 3.359 26.361
O 13.742 11.529 32.263
O 11.594 2.042 25.13
O 4.975 9.297 30.15
O 7.442 8.509 21.228
O 6.623 16.651 29.103
O 19.839 12.001 29.293
O 14.54 8.453 27.35
O 18.154 5.578 27.999
N 20.254 17.297 29.679
O 18.601 15.721 23.319
O 4.632 7.649 28.091
O 6.269 7.1 26.144
O 6.409 10.181 32.288
O 15.761 10.991 16.207
O 6.348 12.086 34.24
O 20.565 11.426 32.89
O 18.147 5.486 25.391
O 17.745 14.884 18.406
O 16.46 16.646 22.358
O 18.316 7.844 26.654
O 14.415 18.39 33.047
O 13.445 16.805 19.804
O 5.454 2.598 34.924
O 10.945 3.242 22.9
O 19.059 16.34 35.236
O 9.009 6.702 19.937
O 13.1 16.84 31.412
O 12.577 10.308 18.094
O 8.705 4.612 18.344
O 6.044 15.923 16.148
O 8.882 13.591 32.023
O 19.36 10.573 35.358
O 3.777 13.813 18.227
O 16.621 14.059 22.89
O 8.238 10.416 23.008
O 19.605 7.325 30.245
O 7.862 13.771 26.94
O 19.413 15.855 31.751
O 19.628 5.761 32.288
O 7.569 13.802 16.169
O 8.519 11.416 25.579
N 18.901 9.51 28.739
O 14.305 9.364 19.656
O 5.12 12.875 22.95
O 13.836 5.823 27.968
O 16.262 13.722 30.651
O 13.696 5.028 18.102
O 13.866 3.112 16.472
O 13.399 14.413 27.947
O 18.623 10.775 31.267
O 21.196 8.07 32.456
O 7.083 7.922 31.201
N 18.348 2.086 23.123
O 12.069 8.606 20.578
O 18.63 13.398 24.57
O 7.132 9.271 25.047
O 5.488 13.314 28.082
O 4.3 1.202 15.116
O 10.6 16.332 16.472
O 11.831 5.752 16.317
O 15.307 15.639 26.609
O 14.724 15.579 23.959
O 10.316 8.222 22.343
O 10.179 7.515 32.246
O 16.179 13.418 16.953
O 5.153 6.114 16.246
O 4.174 12.306 15.415
O 10.597 6.75 24.846
O 9.007 17.362 21.028
O 16.354 8.047 34.992
O 5.167 4.382 19.74
O 15.822 2.887 23.075
O 17.943 6.106 34.288
O 11.116 5.46 31.069
O 7.159 13.263 24.509
O 13.744 6.729 25.554
O 3.706 8.627 21.924
O 19.09 10.453 26.227
N 12.128 2.985 31.771
O 4.517 6.305 21.286
O 9.532 5.354 22.96
O 10.066 11.338 18.046
O 17.071 3.16 20.807
O 11.149 5.622 18.783
O 10.599 12.839 20.057
O 10.41 8.938 17.449
O 11.635 15.047 24.148
O 13.805 12.802 16.14
O 19.4 13.395 27.147
O 17.752 4.699 22.867
O 13.072 3.54 26.741
O 17.41 17.869 30.03
O 9.835 13.601 25.264
O 7.358 17.685 33.659
O 8.289 15.911 17.569
O 14.336 10.986 26.215
O 20.444 6.695 34.559
O 7.185 16.682 22.653
O 8.175 12.72 19.036
O 7.345 5.042 24.381
O 17.72 14.865 33.416
O 19.121 15.609 25.782
O 9.762 7.316 29.689
O 19.609 18.146 25.492
O 6.368 12.684 31.735
O 19.972 3.998 24.074
O 9.259 7.213 27.134
O 12.635 11.662 27.997
N 7.184 6.894 28.793
O 14.723 11.766 18.444
O 19.809 4.185 34.307
O 10.408 16.177 19.123
O 15.386 14.791 34.239
N 7.528 14.045 29.741
O 4.619 8.978 25.404
O 5.507 2.622 28.322
O 6.662 7.022 34.134
O 13.552 3.508 24.167
O 19.063 13.521 21.962
O 15.173 15.698 29.335
O 8.376 9.298 28.732
O 9.386 15.28 33.924
O 7.136 11.066 20.704
O 4.73 17.929 23.305
O 9.803 18.005 32.611
O 6.431 6.729 19.533
O 15.107 15.162 18.567
O 8.262 10.621 35.145
O 18.46 17.004 27.71
O 16.744 2.914 32.171
O 8.286 7.371 23.73
O 7.019 2.654 23.696
N 8.234 16.189 31.497
O 11.748 13.403 22.168
O 15.971 17.275 19.829
O 9.721 9.518 19.98
O 7.724 2.684 31.343
O 15.759 15.955 31.925
O 10.96 15.221 31.811
O 13.579 1.981 21.987
O 7.516 11.692 28.297
O 5.566 7.456 23.555
O 4.069 6.548 18.598
O 10.377 3.802 33.962
O 12.987 11.696 20.355
O 19.532 4.728 30.03
O 16.677 9.869 26.861
O 16.889 4.064 29.799
O 11.824 15.823 29.434
O 11.558 8.286 26.694
O 11.717 10.816 25.768
O 10.939 13.554 28.571
O 12.22 9.3 32.776
O 13.916 6.78 20.531
O 13.998 7.049 23.032
O 17.203 11.591 29.239
O 21.476 9.059 34.824
O 11.061 10.792 21.793
O 4.948 13.658 20.516
O 7.29 5.915 21.793
O 10.004 4.346 20.659
N 7.729 10.067 18.233
O 18.047 1.959 18.744
O 14.614 11.961 29.902
O 6.01 2.269 21.151
O 12.523 13.143 25.741
O 11.99 7.032 34.111

Results
total energy: -140509.003 eV
total energy less fixed offsets of N -271.95, O -438.35, Si -107.03 eV per atom: 6.017 eV

Forces (eV/angstrom) on atoms 145 to 493 of the 570, counted in the order above; the others are left out for length: element, x, y, z
Si -0.004 0.008 -0.017
Si -0.044 -0.094 0.053
Si -0.051 0.11 -0.002
Si -0.001 -0.003 0.028
Si -0.156 -0.077 -0.158
Si 0.011 -0.032 -0.025
Si -0.09 -0.158 -0.057
Si -0.082 0.056 -0.022
Si -0.073 -0.209 0.123
Si -0.081 -0.017 0.014
Si -0.1 0.205 0.1
Si 0.074 -0.192 -0.067
Si 0.038 -0.1 0.065
Si -0.065 0.045 0.086
Si 0.048 0.048 0.013
Si -0.211 -0.133 -0.055
Si -0.014 -0.112 0.065
Si 0.164 -0.039 -0.061
Si 0.142 -0.07 -0.046
Si -0.076 -0.04 0.03
Si 0.047 0.013 0.092
Si 0.034 0.03 0.137
Si -0.026 -0.078 0.002
Si -0.026 -0.071 -0.053
Si 0.032 0.073 0.018
Si 0.12 0.181 -0.162
Si 0.032 0.023 0.005
Si -0.131 0.147 0.064
Si -0.134 0.023 -0.009
Si -0.006 0.013 -0.023
Si 0.051 0.1 0.087
Si -0.008 -0.041 0.168
Si 0.039 -0.043 -0.035
Si 0.022 0.123 0.003
Si -0.026 -0.07 0.012
Si 0.098 -0.007 0.265
Si -0.165 -0.121 -0.005
Si 0.06 -0.057 0.103
Si 0.071 -0.026 -0.011
Si -0.052 0.019 -0.061
Si -0.077 -0.039 -0.146
Si 0.073 0.045 0.022
Si 0.188 0.076 0.062
Si -0.033 -0.243 0.133
Si -0.038 -0.071 0.139
Si 0.204 0.117 -0.152
Si -0.034 -0.061 0.099
Si -0.012 -0.048 -0.046
Si -0.133 0.05 0.125
Si -0.008 0.102 0.153
Si 0.043 0.049 0.039
Si 0.056 -0.066 0.012
Si 0.005 0.29 -0.082
Si 0.094 0.045 0.025
Si 0.045 0.131 0.018
Si -0.026 -0.158 0.107
Si -0.05 0.118 -0.069
Si -0.065 -0.154 0.149
Si 0.09 0.115 -0.13
Si 0.037 -0.145 -0.032
Si 0.061 -0.088 0.02
Si 0.094 -0.397 0.028
Si 0.118 0.064 -0.008
Si 0.092 -0.07 -0.115
Si -0.309 -0.237 -0.005
Si -0.02 -0.137 0.019
Si 0.139 0.089 0.062
Si -0.122 -0.051 0.028
Si 0.093 -0.216 -0.07
Si 0.019 -0.05 -0.185
Si -0.076 0.019 -0.26
Si -0.1 -0.003 0.152
Si -0.057 0.116 -0.219
Si 0.13 0.151 0.043
Si 0.188 -0.056 0.097
Si 0.069 0.047 0.042
Si 0.056 -0.043 0.106
Si -0.059 -0.02 0.031
Si -0.011 0.09 -0.152
Si 0.103 0.146 -0.12
Si -0.041 -0.105 0.085
Si -0.138 0.167 -0.259
Si 0.011 0.099 0.041
Si -0.011 -0.009 0.058
Si 0.05 -0.158 0.015
Si 0.19 0.031 -0.134
Si -0.025 0.328 -0.236
Si -0.06 0.077 -0.153
Si 0.143 -0.138 0.047
Si -0.033 0.122 -0.191
Si 0.017 -0.012 -0.02
Si -0.011 -0.092 0.018
Si 0.059 0.012 -0.132
Si 0.087 0.026 0.151
Si -0.098 0.009 -0.06
Si 0.07 0.149 0.149
Si -0.005 0.007 -0.136
Si 0.205 0.002 0.127
Si -0.008 -0.137 -0.057
Si 0.035 -0.034 -0.172
Si -0.017 0.101 -0.153
Si 0.037 0.086 -0.048
Si 0.125 0.137 0.077
Si -0.027 -0.001 -0.159
Si 0.107 0.028 -0.074
Si -0.06 0.297 0.002
Si -0.073 -0.015 -0.022
Si -0.189 -0.085 -0.173
Si 0.006 -0.015 -0.007
Si 0.004 -0.003 0.005
Si 0.001 0.004 0.018
Si 0.006 0.003 0.014
Si -0.023 -0.012 0.005
Si -0.006 0.017 0.005
Si 0.008 0.015 0.012
Si 0.002 0.002 0.026
Si 0.011 0.006 0.004
Si 0.002 0.011 0.008
Si -0.001 -0.012 0.004
Si 0.008 -0.008 0.004
Si 0.019 -0.009 0.003
Si 0.006 -0.006 0.01
Si 0.017 0.014 0.014
Si -0.006 0.009 0.017
Si -0.01 0.013 0.021
Si -0.014 -0.024 0.025
Si -0.008 0.001 0.012
Si 0.011 0.005 0.011
Si 0.014 0.019 0.01
Si 0.007 -0.009 0.006
Si 0 -0.008 -0.005
Si -0.004 -0.009 -0.003
Si -0.009 -0.005 0.005
Si -0.009 0.007 0.004
Si -0.007 -0.013 0.014
Si 0.001 -0.016 0.019
Si 0.016 0.011 0.002
Si 0.005 0 0
Si 0.019 -0.014 0.004
Si -0.01 -0.006 0.01
Si -0.002 0.007 0.013
Si -0.012 0.016 0.014
Si 0.012 -0.007 0.005
Si -0.022 -0.012 0.016
Si -0.003 -0.003 -0.004
Si 0.003 -0.019 -0.004
Si -0.006 0.013 -0.009
Si 0.013 0.012 -0.013
Si 0.003 -0.002 -0.006
Si -0.003 -0.01 -0.006
Si 0.004 -0.001 -0.008
Si 0.006 0.016 -0.001
Si 0.008 0.016 0.002
Si 0.005 -0.004 -0.011
Si -0.003 -0.006 -0.008
Si 0.014 0.004 -0.012
Si 0.003 0.006 -0.014
Si 0 0.009 -0.014
Si -0.01 -0.007 0.007
Si -0.016 -0.022 -0.004
Si 0.005 0.007 -0.012
Si -0.009 0.012 0.003
Si 0.006 0.007 -0.009
Si -0.005 0.001 -0.026
Si -0.006 -0.02 -0.005
Si 0.011 -0.007 0.001
Si -0.008 -0.019 -0.008
Si 0.005 0.002 -0.017
Si -0.006 0.01 -0.021
Si -0.001 -0.015 -0.021
Si 0.004 0.015 0.004
Si 0.014 0.004 -0.008
Si -0.001 0.01 -0.008
Si 0.005 0.001 -0.004
Si 0.005 -0.003 -0.021
Si -0.001 -0.015 -0.01
Si -0.001 -0.013 -0.004
Si 0.006 0.004 -0.006
Si -0.017 -0.005 -0.022
Si -0.001 -0.009 0
O -0.218 0.297 -0.156
O 0.23 -0.059 0.106
O 0.124 -0.244 0.384
O 0.018 -0.071 0.216
O 0.209 -0.369 0.499
O -0.174 -0.05 0.141
O 0.319 0.278 -0.36
O 0.305 0.133 0.291
O -0.123 0.402 0.03
O -0.038 0.571 0.087
O -0.192 -0.511 0.203
O -0.15 -0.045 0.489
O 0.163 0.443 0.423
O 0.244 -0.195 -0.293
O -0.131 -0.041 -0.229
O 0.3 0.394 0.163
O -0.192 0.13 0.437
O -0.657 0.218 -0.119
O -0.099 0.054 0.304
O -0.509 -0.386 -0.331
O -0.177 -0.1 -0.095
O -0.123 -0.102 -0.689
N 0.003 0.101 0.036
O 0.304 0.016 0.242
O 0.494 -0.104 0.344
O 0.245 -0.262 0.035
O -0.166 0.125 -0.333
O -0.531 -0.141 -0.383
O -0.088 0.13 -0.684
O 0.457 -0.169 -0.21
O -0.153 0.132 -0.412
O -0.065 -0.292 -0.271
O 0.181 -0.276 0.109
O 0.113 -0.055 -0.088
O 0.304 -0.202 -0.621
O -0.033 0.236 0.237
O -0.184 0.221 -0.047
O 0.167 -0.069 -0.354
N -0.066 0.147 0.152
N -0.078 -0.035 -0.016
O -0.111 0.197 -0.003
O -0.078 0.763 -0.305
O -0.138 0.051 0.061
O 0.002 -0.233 -0.243
N -0.022 -0.061 0.185
O 0.383 0.1 -0.024
O 0.1 0.149 -0.256
O 0.002 -0.062 0.211
O 0.321 0.349 0.143
O 0.322 0.542 -0.029
O 0.179 0.046 -0.408
O 0.11 0.128 0.202
O 0.159 -0.403 0.032
O -0.084 -0.246 -0.093
O 0.182 -0.147 -0.179
O 0.268 -0.269 -0.552
O -0.104 -0.103 0.412
O -0.406 -0.065 -0.232
O -0.016 -0.127 -0.288
O -0.439 0.171 -0.153
O 0.418 -0.075 -0.217
O 0.157 -0.09 -0.052
O 0.023 -0.429 0.242
O -0.02 -0.467 -0.226
O -0.131 0.054 0.018
O -0.12 -0.037 0.358
O -0.255 0.241 -0.176
O -0.001 0.01 0.671
O 0.599 0.313 -0.29
O 0.096 -0.045 -0.442
O 0.326 -0.051 0.467
O 0.405 -0.13 -0.433
O -0.179 -0.422 0.058
O 0.117 0.01 -0.654
O 0.508 0.538 0.114
O 0.168 0.735 0.088
O -0.521 0.023 0.534
O -0.153 -0.066 0.106
O 0.086 -0.168 -0.04
O 0.268 0.071 0.168
O -0.288 -0.402 0.224
O -0.035 0.416 -0.22
O 0.139 0.034 -0.136
O 0.411 0.144 -0.414
O 0.351 -0.106 0.279
O -0.109 0.184 0.407
O 0.114 0.237 0.331
N 0.049 0.29 0.255
O 0.664 0.351 -0.294
O -0.121 0.242 -0.093
O 0.465 -0.371 -0.07
O 0.36 -0.128 0.358
O 0.038 -0.508 0.155
O 0.017 0.666 -0.063
O -0.014 -0.338 0.484
O 0.121 -0.001 0.085
O 0.104 -0.205 0.387
O -0.055 0.391 -0.566
O 0.326 -0.078 -0.193
O -0.213 0.012 0.319
O -0.195 0.145 -0.73
O -0.168 0.176 -0.235
O 0.442 -0.2 -0.225
O 0.069 0.251 -0.185
O 0.193 0.523 0.014
O -0.022 -0.077 0.304
O -0.124 0.218 0.021
O -0.195 0.363 -0.349
O -0.195 0.061 0.231
O 0.396 -0.457 0.409
O 0.239 -0.027 0.012
O -0.272 -0.181 -0.291
O -0.294 -0.544 -0.078
O 0.435 0.406 -0.201
O -0.581 0.001 0.18
O 0.097 0.726 0.255
O -0.217 0.416 0.309
O -0.202 -0.124 0.107
O -0.262 -0.401 0.345
O -0.009 -0.328 0.276
N -0.07 -0.091 0.051
O 0.579 -0.151 0.205
O 0.111 0.192 -0.247
O 0.143 -0.004 0.553
O 0.464 -0.07 0.262
O 0.168 0.112 0.591
O -0.296 -0.111 0.143
O -0.076 -0.366 -0.214
O -0.01 -0.358 0.083
O -0.384 -0.195 -0.016
O 0.484 0.06 0.1
N 0.003 0.018 -0.202
O -0.138 -0.03 0.022
O -0.187 -0.617 0.223
O -0.038 0.215 0.189
O 0.038 -0.06 -0.057
O 0.095 -0.153 0.294
O -0.055 0.598 0.009
O 0.101 -0.049 -0.126
O -0.037 -0.084 0.135
O -0.633 -0.163 0.151
O -0.122 -0.246 -0.311
O -0.162 0.293 -0.041
O 0.34 -0.262 -0.05
O 0.189 -0.106 0.144
O 0.137 -0.079 0.3
O 0.216 -0.478 0.016
O -0.522 0.189 -0.328
O -0.021 0.128 -0.223
O -0.111 0.038 -0.055
O 0.069 -0.352 0.456
O -0.341 -0.313 -0.187
O 0.524 0.276 0.427
O -0.117 0.368 -0.37
O -0.155 -0.717 0.004
O -0.439 -0.037 -0.46
O -0.236 0.384 0.193
N 0.008 0.098 0.072
O -0.301 -0.18 -0.098
O 0.168 -0.116 -0.009
O 0.058 0.136 -0.532
O 0.085 0.222 -0.113
O 0.155 -0.004 0.171
O 0.063 0.625 -0.036
O -0.185 -0.594 -0.253
O 0.331 0.31 0.206
O -0.246 -0.015 0.016
O -0.609 -0.48 0.029
O -0.068 0.482 -0.472
